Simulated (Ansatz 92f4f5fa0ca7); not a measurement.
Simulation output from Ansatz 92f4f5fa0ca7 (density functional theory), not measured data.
Periodic cell of 225 atoms, Si132O91B2, from a study of silicon, its oxide and their interface. The atomic structure is a simulated model.
Doubt: the cutoff is far below the 930 eV that the study's wrapper takes by default for these files, so forces and energies are approximate.
This geometry differs little from another in the collection (a relaxation step or a small displacement).

Settings: functional PBE; potential files Ansatz PAW; basis plane waves; wave-function cutoff 580 eV; density cutoff ratio 5; exchange-correlation grid ratio 1; k mesh 1 x 1 x 1, Gamma-centred; self-consistency stop 5e-08 eV per atom in the density residual; occupations fixed; spin none; net charge 0.

Cell vectors (angstrom)
a	10.938	0	0
b	0	10.938	0
c	0	0	31.9494

Atoms: element, x, y, z (angstrom)
Si	10.604	0.0433	24.431
Si	5.0634	0.1774	24.6624
Si	2.791	2.3253	24.526
Si	8.5536	2.4807	24.5609
Si	10.6957	5.6299	24.3391
Si	5.1363	5.6528	24.4461
Si	2.9661	7.9926	24.3921
Si	8.4057	7.8721	24.4148
Si	1.2796	1.1586	25.8482
Si	6.8037	1.3682	25.7449
Si	3.9662	4.042	25.7242
Si	9.6781	4.0585	25.8498
Si	1.3284	6.8291	25.6722
Si	6.7923	6.7521	25.744
Si	3.9927	9.5014	25.9396
Si	9.4676	9.4741	25.8098
Si	2.6275	-0.1139	27.2868
Si	8.1213	-0.0406	27.1508
Si	0.0624	2.6818	27.2098
Si	5.4332	2.7498	27.1131
Si	2.6536	5.4402	27.1098
Si	8.1766	5.3933	27.1333
Si	-0.0045	8.1756	27.1349
Si	5.4972	8.167	27.1708
Si	4.0798	1.3416	28.4992
Si	9.5356	1.3401	28.5056
Si	1.3812	4.0808	28.5649
Si	6.8036	4.0737	28.5269
Si	4.0818	6.7924	28.4847
Si	9.5487	6.7953	28.4868
Si	1.293	9.4913	28.6243
Si	6.8149	9.546	28.563
Si	-0.0338	0.0026	29.9149
Si	5.4568	0.0024	29.897
Si	2.7584	2.7212	29.9036
Si	8.1937	2.7252	29.888
Si	-0.0081	5.4624	29.8917
Si	5.4591	5.4626	29.8887
Si	2.7501	8.1647	29.9057
Si	8.2184	8.187	29.8898
Si	1.3673	1.3673	31.2657
Si	6.8362	1.3673	31.2657
Si	4.1018	4.1018	31.2657
Si	9.5708	4.1018	31.2657
Si	1.3673	6.8362	31.2657
Si	6.8362	6.8362	31.2657
Si	4.1018	9.5708	31.2657
Si	9.5708	9.5708	31.2657
Si	2.7345	0	0.6835
Si	8.2035	0	0.6835
Si	0	2.7345	0.6835
Si	5.469	2.7345	0.6835
Si	2.7345	5.469	0.6835
Si	8.2035	5.469	0.6835
Si	0	8.2035	0.6835
Si	5.469	8.2035	0.6835
Si	4.1149	1.3579	2.0629
Si	9.6074	1.3376	2.0441
Si	1.3672	4.1214	2.057
Si	6.8409	4.1167	2.0373
Si	4.096	6.8387	2.0458
Si	9.5994	6.8218	2.0635
Si	1.3647	9.5959	2.0537
Si	6.8459	9.592	2.0484
Si	0.044	0.0224	3.4813
Si	5.4935	0.0032	3.4528
Si	2.7273	2.7392	3.397
Si	8.2708	2.765	3.3379
Si	0.0627	5.5106	3.483
Si	5.4935	5.5026	3.4099
Si	2.7363	8.2334	3.3939
Si	8.2871	8.2769	3.3797
Si	1.403	1.4214	4.8583
Si	6.9428	1.4264	4.7062
Si	4.0727	4.1264	4.7323
Si	9.6409	4.0556	4.7652
Si	1.4037	6.9672	4.87
Si	6.887	6.9599	4.6906
Si	4.1052	9.5312	4.7974
Si	9.6603	9.5608	4.8657
Si	2.7638	-0.0161	6.1673
Si	8.3087	0.0845	6.1062
Si	0.0634	2.7971	6.3012
Si	5.5259	2.7743	6.0162
Si	2.8719	5.645	6.1469
Si	8.3055	5.5749	5.9367
Si	0.0866	8.3009	6.4299
Si	5.4826	8.1901	6.1947
Si	4.4392	1.141	7.3055
Si	9.8363	1.149	7.6418
Si	1.2386	4.5341	7.4816
Si	6.674	4.4704	7.1496
B	4.6467	6.4444	6.9119
Si	9.7358	6.6047	7.5199
Si	1.3303	9.9311	7.8245
Si	6.7076	9.8927	7.3855
O	9.5677	1.2813	23.9804
O	4.0835	6.8401	23.9336
O	3.9897	1.2809	24.023
O	9.5259	6.7427	23.8943
O	0.006	5.5436	8.0033
O	5.5728	0.0694	7.8844
O	0.0997	0.0988	8.2092
O	5.482	5.5932	7.5649
O	7.4685	3.9863	8.4866
O	8.6995	7.0083	8.7744
O	2.2565	9.4355	9.1504
O	8.8813	1.7256	8.9031
O	7.6256	9.4436	8.6836
O	3.6356	1.8044	8.576
O	2.0822	4.0088	8.8044
O	8.1241	3.5319	23.3527
O	0.4403	4.9784	22.9561
O	1.8355	2.7527	23.2507
O	5.8089	4.947	23.1131
O	5.5341	10.0604	23.497
O	2.4076	8.7208	23.0053
O	0.1567	10.1059	23.0983
O	7.7843	8.6285	23.0729
Si	8.5793	7.7577	18.4105
Si	8.62	6.3537	13.6775
Si	3.6507	1.5651	14.7378
Si	2.0211	5.8056	17.6628
Si	2.3868	3.1978	19.5018
Si	9.6102	9.0218	12.1612
Si	1.2842	9.4632	22.0789
Si	8.9985	0.9818	13.181
Si	1.4187	5.1997	12.9087
Si	1.6738	8.4636	12.8556
Si	6.6534	9.6115	22.4224
Si	4.3812	4.6253	15.7216
Si	8.1557	3.0316	9.591
Si	0.7559	8.3121	19.2668
Si	6.9316	1.4002	21.0728
Si	8.1335	8.2615	9.6799
Si	10.846	5.2836	15.5842
Si	7.4159	9.5023	16.2714
Si	9.8916	2.1498	20.2491
B	3.0094	9.1352	10.3004
Si	6.6212	3.4372	17.4029
Si	1.1167	0.2707	19.8076
Si	3.1558	2.8337	12.2657
Si	7.1648	5.4543	19.6872
Si	5.5292	8.6021	11.4711
Si	5.6495	6.0362	13.2067
Si	4.518	9.7498	17.6596
Si	0.9955	3.6413	22.1736
Si	4.869	1.5429	18.7951
Si	3.2028	3.0619	9.4928
Si	6.2593	10.789	13.7251
Si	10.177	0.1449	15.9692
Si	5.6217	3.6207	11.1674
Si	9.7379	3.9305	11.9269
Si	2.1857	9.9843	15.6353
Si	6.0138	8.1818	19.8086
Si	6.9163	4.015	22.3715
Si	9.6977	2.8492	17.311
O	7.0332	6.3237	14.0359
O	1.8043	7.1199	18.7087
O	10.3657	3.9564	16.352
O	6.0242	9.9548	17.0199
O	9.9653	0.7282	14.4641
O	8.3846	6.1771	18.8462
O	4.9894	0.6613	14.3928
O	5.7247	2.086	17.524
O	8.3056	2.0194	20.5004
O	1.9109	4.3588	18.4427
O	6.9313	2.7639	10.6677
O	4.7925	2.6829	12.217
O	5.8808	4.4618	16.3729
O	4.5611	3.9075	9.9238
O	10.6532	2.8689	21.5049
O	9.607	6.1719	14.9827
O	5.9555	6.5461	19.8508
O	4.0233	0.2451	18.2891
O	9.096	10.5698	12.2544
O	2.796	4.4034	12.5725
O	1.8572	10.7512	21.2126
O	3.9661	2.7979	19.3437
O	0.5651	10.089	16.0068
O	1.2123	9.8632	18.842
O	1.6826	1.7207	19.283
O	8.7585	10.4242	16.4645
O	4.7785	8.6464	18.8408
O	9.4379	8.6778	10.5746
O	6.6734	4.1535	18.8608
O	2.7023	1.8008	13.4148
O	5.8094	8.8229	21.2804
O	2.5167	2.4128	10.8321
O	7.5851	4.9022	21.1662
O	5.061	7.416	12.5187
O	0.1696	9.0307	12.7448
O	7.39	1.0365	13.5121
O	6.9375	9.6245	14.698
O	8.8618	5.0512	12.7202
O	7.9862	8.058	16.879
O	6.1978	2.6149	21.8988
O	2.3082	9.1034	14.2349
O	0.3187	4.5312	11.8998
O	0.7302	8.3768	20.9371
O	9.3108	3.8736	10.3611
O	9.5119	2.4106	12.5407
O	7.5423	8.63	19.3547
O	2.4108	9.0208	11.5268
O	3.8697	3.0666	15.4091
O	0.9333	4.8212	14.4113
O	10.0039	3.0913	18.9015
O	8.8673	7.8232	13.0018
O	10.4672	0.623	20.0574
O	5.9702	5.002	11.9623
O	8.1035	2.948	16.9511
O	3.3836	5.5271	16.7148
O	4.3913	8.9308	10.2877
O	1.6525	6.8164	12.8009
O	4.5935	5.4751	14.3309
O	2.0598	3.8879	20.9512
O	10.3847	1.4112	16.969
O	0.7745	6.1405	16.6566
O	7.3427	10.9984	21.9024
O	5.8836	0.9598	19.9225
O	5.8353	9.9781	12.3434
O	2.6896	0.6059	15.6304
O	6.8541	8.0008	10.6853
O	10.162	8.0976	18.6696
O	3.2843	9.2608	16.6653

Results
free energy: -135978.532 eV
free energy less fixed offsets of B -154.04, O -568.88, Si -635.61 eV per atom: -1.852 eV

Forces (eV/angstrom), in the order of the atoms: element, x, y, z
Si	-0.0035	-0.0013	-0.0019
Si	0.0002	-0.0002	-0.001
Si	0.0002	0.0003	-0.0015
Si	-0.0006	-0.0009	-0.0024
Si	0.002	0.0021	-0.0022
Si	-0.0018	-0.0007	-0.0008
Si	-0.0016	-0.0014	-0.0028
Si	0.0004	0.0023	-0.0012
Si	0.0003	-0.0001	-0.0005
Si	-0.0032	0	0.0006
Si	0.0005	-0.0012	-0.0003
Si	-0.0014	-0.0001	0.0002
Si	-0.0029	-0.0004	0.0009
Si	-0.0005	-0.0002	-0.0015
Si	-0.001	0.0019	0
Si	-0.0016	-0.0011	0.0005
Si	0.0014	0.0007	0
Si	0.0039	0.0028	-0.0006
Si	-0.0025	-0.0004	-0.0004
Si	-0.0018	-0.001	0.0011
Si	0.0006	0.0037	0.0007
Si	0.0001	0.0004	0.0032
Si	0.002	0.0017	0.001
Si	-0.0016	0	0.0007
Si	0.0021	0.002	-0.0012
Si	-0.0017	-0.0024	-0.0007
Si	0.0026	0.0004	0.002
Si	-0.0003	0.0005	0.0013
Si	-0.0005	-0.0029	-0.0008
Si	0.0007	-0.0013	-0.0004
Si	-0.0039	-0.0029	0.0022
Si	-0.0003	-0.0006	0.0025
Si	0.003	0.0003	-0.0015
Si	-0.0022	0.0005	0.0002
Si	-0.0017	0	0.0004
Si	-0.0026	0.0036	-0.0004
Si	-0.0031	0.0022	0
Si	0.0008	0.0004	-0.0011
Si	-0.0009	0.0044	-0.0013
Si	-0.0012	0	0.0011
Si	0.0692	0.0751	-0.0773
Si	0.0148	0.0108	-0.0315
Si	0.0616	-0.0401	0.052
Si	-0.1075	-0.0846	-0.0903
Si	0.0145	-0.1325	0.0218
Si	0.0168	0.0094	-0.1261
Si	-0.0446	-0.0284	-0.0396
Si	-0.1981	-0.1184	0.1205
Si	0.0207	0.0152	0.0099
Si	-0.0122	0.0146	-0.0836
Si	0.0823	0.0671	0.0457
Si	0.0165	0.0154	0.074
Si	-0.0311	-0.0693	-0.0459
Si	0.0668	0.0806	-0.0124
Si	0.0802	0.0645	0.0859
Si	0.0863	0.0671	0.0848
Si	-0.0011	-0.0005	-0.0045
Si	-0.0007	0.0013	0.0027
Si	0.0004	0.001	-0.002
Si	-0.0007	-0.001	0.0025
Si	0.0006	-0.0001	0.0008
Si	-0.0004	0	-0.0038
Si	0.0005	-0.0021	0.0028
Si	-0.001	-0.0033	-0.0008
Si	-0.0038	0.0052	-0.0005
Si	0.0024	0.003	0.0017
Si	-0.0015	0.0022	-0.002
Si	0.0059	0	-0.0035
Si	0.0015	-0.0007	0.003
Si	-0.0032	0.0017	-0.0041
Si	0.0002	-0.0009	-0.0027
Si	0.0002	0.0044	0.0005
Si	-0.0015	0.0007	0.0016
Si	-0.0079	-0.0022	0.0016
Si	-0.0088	0.0073	0.0033
Si	-0.0007	0.0045	0.0009
Si	-0.0031	-0.0027	0.003
Si	-0.0032	0.0041	0.0092
Si	0.0004	-0.0009	0.0072
Si	0.0011	-0.0068	0.0006
Si	0.0043	-0.001	-0.0015
Si	0.0062	0.0059	-0.0038
Si	-0.0034	-0.0043	-0.0011
Si	0.0017	-0.0068	0.0017
Si	0.0273	0.0048	0.0072
Si	0.0012	0.0009	0.0002
Si	0.0004	0.0046	0.0012
Si	-0.0038	-0.0188	0.0017
Si	-0.0043	0.0008	-0.0022
Si	0	-0.0023	0.0059
Si	0.0037	0.0145	-0.0023
Si	-0.0116	0.0146	-0.019
B	0.0082	-0.0127	0.0004
Si	0.0001	0.0007	-0.0067
Si	-0.0027	-0.0163	-0.003
Si	-0.0186	-0.0111	0.0013
O	0.0018	0.0012	0.0014
O	0.0006	0.0008	0.0009
O	-0.001	-0.0001	0.001
O	-0.0006	-0.0005	0.0014
O	-0.0009	-0.0022	0.0031
O	0.0019	0.0023	-0.0023
O	0.007	0.0004	-0.0002
O	-0.0206	0.0186	-0.0119
O	0.0107	-0.0074	0.0254
O	-0.002	0.003	0.0041
O	-0.0012	0.0052	0.0037
O	-0.0039	0.0068	-0.0047
O	0.0044	-0.0048	0.0067
O	-0.0013	0.0008	0.005
O	0.0013	-0.0038	-0.0006
O	-0.0001	-0.0001	0.0013
O	-0.0006	-0.0004	-0.0002
O	-0.0007	0	0.0008
O	-0.0004	0.0003	0.0002
O	-0.0003	-0.0002	-0.0001
O	-0.0002	0.0004	0.0006
O	0	0.0002	0.0004
O	-0.0004	-0.0005	0.0001
Si	-0.0008	0.0002	-0.0001
Si	-0.0007	-0.0001	0.0002
Si	-0.0009	0.0002	-0.0002
Si	-0.0012	0.0005	-0.0003
Si	-0.001	0.0005	0.0001
Si	-0.0009	0.0001	-0.0014
Si	-0.0005	-0.0002	0.0005
Si	-0.0004	0.0003	0.0015
Si	-0.0006	0.0001	0.0001
Si	-0.0014	0.0012	-0.001
Si	-0.0004	0.0002	0.0012
Si	-0.001	0.0004	-0.0004
Si	-0.004	0.0021	-0.0071
Si	-0.0008	0.0003	0.0001
Si	-0.0008	0	0.0009
Si	0.002	0.0033	-0.0069
Si	-0.0005	0.0009	0
Si	-0.0009	0	-0.0001
Si	-0.0005	0	0.0006
B	-0.003	0.0015	-0.0012
Si	-0.0008	0.0003	-0.0004
Si	-0.0011	-0.0001	0.0002
Si	0	-0.0003	-0.0005
Si	-0.0007	0.0003	0.0005
Si	-0.0036	0.0012	-0.0017
Si	-0.0013	0.0001	0.0002
Si	-0.001	0.0002	-0.0003
Si	-0.001	0.0008	0.0007
Si	-0.001	0.0003	0.0001
Si	0.001	0.0001	-0.0039
Si	-0.0016	-0.0003	0.0004
Si	-0.001	0.0004	-0.0002
Si	-0.0024	0.0008	0.0003
Si	-0.001	0.0011	0.0006
Si	-0.0013	0.0003	-0.0003
Si	-0.0009	0.0006	0.0007
Si	-0.0008	-0.0001	0.0005
Si	-0.001	-0.0002	0.0003
O	-0.0018	0.0002	0.0002
O	-0.0009	-0.0002	0.0001
O	-0.0008	0.0004	0.0002
O	-0.0004	0.0001	0.0004
O	-0.0007	0.0003	-0.0003
O	-0.0014	0.0002	0.0003
O	-0.0011	0	0.0002
O	-0.0009	0.0005	0
O	-0.0007	0.0007	-0.0001
O	-0.0014	0	0.0004
O	0.0005	-0.0005	0
O	-0.001	0.0001	0.0007
O	-0.0013	0	0.0003
O	-0.0004	-0.0003	0.0004
O	-0.001	0.0001	-0.0003
O	-0.0008	0.0006	0.0001
O	-0.0012	0	0.0001
O	-0.0006	-0.0001	0.0003
O	-0.0005	-0.0002	-0.0002
O	-0.0019	0	-0.0001
O	-0.0009	0.0004	-0.0007
O	-0.0008	0.0002	0.0001
O	-0.0007	0.0002	0.0005
O	-0.0003	0.0002	0.0001
O	-0.0013	0.0003	0.0001
O	-0.0009	0.0004	0.0006
O	-0.0011	0.0004	-0.0001
O	-0.0022	0.0013	0.0011
O	-0.0004	-0.0002	-0.0001
O	-0.0013	0.0007	-0.0006
O	-0.0008	0	-0.0007
O	0.0006	0.0007	-0.0002
O	-0.0008	0.0002	-0.0007
O	-0.001	0.0005	0.0003
O	0.0007	-0.0001	-0.0006
O	-0.0011	0.0005	-0.0001
O	-0.0017	0.0002	-0.0002
O	0	-0.0001	-0.0003
O	-0.0007	0.0004	0.0001
O	-0.0005	0	-0.0003
O	-0.001	0.0002	0.0002
O	-0.0013	-0.0001	0.0002
O	-0.0009	0.0002	-0.0002
O	-0.0021	-0.001	-0.0019
O	-0.0008	0.0002	-0.0009
O	-0.0007	0	0.0001
O	-0.0002	0	0.0012
O	-0.0016	-0.0002	0.0001
O	-0.0011	-0.0002	-0.0002
O	-0.0013	0.0003	-0.0001
O	-0.0003	0.0012	-0.0003
O	-0.0006	0.0002	0
O	-0.0013	0.0005	0
O	-0.0011	0	0.0006
O	-0.0004	0.0003	0.0002
O	0.0007	0	0.0017
O	-0.0009	0.0004	-0.0002
O	-0.0001	0.0004	-0.0004
O	-0.0004	0.0001	-0.0009
O	-0.0004	0	0.0006
O	-0.0012	0.0001	-0.0002
O	-0.0007	0.0006	-0.0007
O	-0.0011	0.0001	-0.0003
O	-0.0011	0.0001	-0.0002
O	-0.0013	0.0004	0.0002
O	-0.0014	0.0003	0.0009
O	-0.0011	0.0001	0.0005
O	-0.0009	0.0004	0.0003

The program warned: the cutoff lies below the one the program advises for these potential files; the exchange-correlation potential is rough where the density is thin.
